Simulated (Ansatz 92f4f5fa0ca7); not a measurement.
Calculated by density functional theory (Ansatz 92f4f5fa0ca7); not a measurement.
Periodic cell of 272 atoms, Si165O105B2, from a study of silicon, its oxide and their interface. The atomic structure is a simulated model.
Doubt: the cutoff is far below the 930 eV that the study's wrapper takes by default for these files, so forces and energies are approximate.
This geometry differs little from another in the collection (a relaxation step or a small displacement).

Settings: functional PBE; potential files Ansatz PAW; basis plane waves; wave-function cutoff 580 eV; density cutoff ratio 5; exchange-correlation grid ratio 1; k mesh 1 x 1 x 1, Gamma-centred; self-consistency stop 5e-08 eV per atom in the density residual; occupations fixed; spin none; net charge 0.

Cell vectors (angstrom)
a, 11.6015, 0, 0
b, 0, 13.3963, 0
c, 0, 0, 29.8085

Atoms and the computed forces on them: element, x, y, z (angstrom), force x, y, z (eV/angstrom)
Si, 11.5531, 0.1631, 22.9337, 0.006, 0.0135, -0.0135
Si, 3.9032, 0.1356, 23.0291, 0.022, 0.0191, -0.0024
Si, 7.6774, 0.1007, 23.1452, -0.0137, 0.025, 0.0056
Si, 2.043, 3.4518, 22.9014, 0.0552, -0.023, -0.0122
Si, 5.8936, 3.6548, 23.0257, -0.0072, -0.0009, -0.004
Si, 9.7667, 3.5158, 23.0612, -0.0368, -0.0098, 0.001
Si, 11.6599, 6.8456, 23.0451, 0.0064, 0.0026, -0.0008
Si, 3.9566, 7.0233, 23.165, 0, 0.0002, -0.0104
Si, 7.7868, 6.8441, 23.1664, -0.0153, 0.0344, -0.018
Si, 2.0211, 10.2151, 23.2369, -0.0016, 0.0146, -0.0027
Si, 5.8542, 10.0875, 23.2756, -0.001, -0.006, 0.0011
Si, 9.8302, 10.0762, 23.1821, 0.0098, -0.0108, -0.0007
Si, 11.6931, 2.3656, 23.7892, -0.001, -0.0026, -0.0084
Si, 3.9804, 2.3869, 23.7553, -0.0222, -0.0003, 0.0011
Si, 7.7867, 2.392, 23.7846, 0.0134, -0.0013, -0.002
Si, 2.0269, 5.7029, 23.7007, -0.011, 0.0084, 0.002
Si, 5.8296, 5.7947, 23.9688, 0.0175, -0.0112, 0.0044
Si, 9.7349, 5.7194, 23.8845, 0.0065, 0.0018, -0.0017
Si, 11.7333, 9.0123, 24.0017, -0.0023, 0.0038, -0.0029
Si, 3.9018, 9.1224, 24.1599, -0.0057, 0.0023, 0.0034
Si, 7.8434, 9.0499, 23.9684, -0.0038, -0.0178, 0.0061
Si, 1.9123, 12.4838, 23.8109, 0.0024, -0.0188, 0.0081
Si, 5.7761, 12.3632, 23.9168, -0.0059, -0.0073, 0.0026
Si, 9.6817, 12.3767, 23.7935, 0.0024, -0.0032, -0.0002
Si, 11.6399, 2.2857, 26.1923, 0.0002, 0.0054, 0.0054
Si, 3.9084, 2.3007, 26.1712, 0.004, 0.0005, -0.0061
Si, 7.7552, 2.3029, 26.1887, -0.002, 0.0045, -0.0009
Si, 1.9736, 5.6188, 26.1429, -0.0019, -0.0019, 0.002
Si, 5.8161, 5.6577, 26.3097, -0.0015, -0.0022, -0.0018
Si, 9.7018, 5.6345, 26.2542, -0.001, -0.0021, 0.0008
Si, 11.6566, 8.9685, 26.3333, 0.0021, -0.0025, -0.0005
Si, 3.881, 9.0061, 26.4497, -0.0012, -0.0018, -0.0014
Si, 7.7901, 8.9859, 26.3128, -0.0022, 0.0103, -0.0085
Si, 1.9236, 12.3734, 26.21, 0.0003, 0.0047, -0.0025
Si, 5.7968, 12.323, 26.2773, 0.0025, -0.0008, -0.0022
Si, 9.6827, 12.3323, 26.1951, 0.0042, 0.001, 0.0011
Si, 1.968, 1.1871, 27.0222, 0.0043, -0.0052, -0.0014
Si, 5.8234, 1.1753, 27.0198, -0.0031, 0.0025, 0.0048
Si, 9.6872, 1.1692, 27.0047, -0.0039, 0.0011, -0.0062
Si, 11.6421, 4.5078, 27.0128, 0.0006, -0.0028, -0.0047
Si, 3.8797, 4.507, 27.0299, 0.0045, -0.0042, 0.0023
Si, 7.7554, 4.5136, 27.0415, -0.001, -0.0056, -0.0001
Si, 1.9588, 7.8096, 27.0732, -0.0012, 0.0043, 0.0009
Si, 5.8438, 7.8788, 27.0851, 0.0009, 0.0035, 0.0015
Si, 9.7091, 7.8483, 27.07, -0.001, 0.0031, 0.0012
Si, 11.6131, 11.2263, 27.038, -0.0021, 0.0011, -0.0014
Si, 3.8469, 11.2585, 27.0753, 0.0014, 0.0024, -0.0039
Si, 7.7568, 11.2237, 27.0466, -0.0043, -0.0061, 0.0073
Si, 1.9336, 1.1164, 29.4135, 0.0724, 0.1609, -0.1276
Si, 5.8008, 1.1164, 29.4135, 0.0458, 0.1176, -0.1621
Si, 9.6679, 1.1164, 29.4135, 0.0713, 0.0777, -0.1973
Si, 0, 4.4654, 29.4135, 0.1275, 0.065, -0.1446
Si, 3.8672, 4.4654, 29.4135, -0.056, 0.037, -0.1711
Si, 7.7343, 4.4654, 29.4135, 0.0867, 0.0301, -0.042
Si, 1.9336, 7.8145, 29.4135, -0.0014, -0.1702, 0.2441
Si, 5.8008, 7.8145, 29.4135, 0.1159, 0.0187, 0.389
Si, 9.6679, 7.8145, 29.4135, 0.0599, 0, 0.1362
Si, 0, 11.1635, 29.4135, 0.0054, 0.1421, -0.0693
Si, 3.8672, 11.1635, 29.4135, -0.0884, 0.2679, 0.2367
Si, 7.7343, 11.1635, 29.4135, 0.039, 0.1378, -0.0715
Si, 0, 0, 0.3944, -0.0824, -0.1151, -0.1641
Si, 3.8672, 0, 0.3944, 0.0271, -0.1754, 0.2731
Si, 7.7343, 0, 0.3944, -0.2062, -0.2086, 0.0375
Si, 1.9336, 3.3491, 0.3944, 0.0863, -0.1142, -0.1217
Si, 5.8008, 3.3491, 0.3944, -0.1141, -0.0849, 0.1909
Si, 9.6679, 3.3491, 0.3944, -0.2, 0.0233, -0.0882
Si, 0, 6.6981, 0.3944, -0.0839, 0.0072, 0.0405
Si, 3.8672, 6.6981, 0.3944, -0.006, -0.124, -0.1203
Si, 7.7343, 6.6981, 0.3944, 0.0103, -0.0151, 0.0287
Si, 1.9336, 10.0472, 0.3944, -0.0277, 0.005, -0.0798
Si, 5.8008, 10.0472, 0.3944, 0.125, 0.1258, 0.0511
Si, 9.6679, 10.0472, 0.3944, 0.0001, -0.1147, -0.0862
Si, 11.5468, -0.0351, 2.7447, 0.0005, 0.0047, -0.0028
Si, 3.8417, -0.061, 2.7977, -0.0034, 0.0007, 0.0094
Si, 7.6618, -0.0804, 2.772, 0.0007, 0.0008, 0.0012
Si, 1.9273, 3.2912, 2.7427, -0.0031, 0.0018, -0.0004
Si, 5.7535, 3.2935, 2.7989, 0.0026, 0.0025, -0.0005
Si, 9.5979, 3.3273, 2.7573, 0.0019, -0.001, 0.0095
Si, 11.5806, 6.6561, 2.76, 0.0091, -0.0033, 0.0004
Si, 3.8699, 6.6389, 2.7446, -0.0056, -0.0008, -0.0078
Si, 7.7319, 6.6648, 2.7611, 0.0027, -0.0032, 0.0067
Si, 1.9303, 10.0113, 2.7591, 0.007, -0.0059, -0.0028
Si, 5.8247, 10.0541, 2.7761, 0.0027, 0.0025, 0.0004
Si, 9.6752, 9.9889, 2.754, -0.0046, -0.0026, 0.0025
Si, 11.5496, 2.2211, 3.4384, 0.0084, -0.0108, -0.0038
Si, 3.8161, 2.1411, 3.6252, -0.0031, -0.0044, -0.0091
Si, 7.6802, 2.1309, 3.5491, -0.0029, -0.0051, 0.0031
Si, 1.9128, 5.5184, 3.4962, -0.0023, 0.0025, 0.0106
Si, 5.8077, 5.5479, 3.5657, 0.0013, -0.0045, 0.0008
Si, 9.6496, 5.5499, 3.5914, -0.0016, 0.0022, -0.0092
Si, 11.6111, 8.8873, 3.5664, -0.0021, -0.0032, -0.0008
Si, 3.9046, 8.8839, 3.4487, -0.0105, -0.0019, 0.0038
Si, 7.7406, 8.8884, 3.5638, 0.0028, 0.0051, 0.0022
Si, 1.8631, 12.2441, 3.5511, -0.0009, 0.0027, -0.0036
Si, 5.748, 12.2351, 3.7456, 0.0044, -0.0056, 0.0006
Si, 9.6157, 12.2122, 3.5144, -0.0019, 0.0001, -0.0016
Si, 11.472, 2.1991, 5.7551, -0.0315, 0.0294, 0.0004
Si, 3.7203, 2.065, 6.0305, 0.0147, 0.0083, -0.0042
Si, 7.6106, 2.0099, 5.9176, 0.0001, 0.0198, 0.0017
Si, 1.8892, 5.4471, 5.8427, -0.0098, 0.0119, -0.0019
Si, 5.806, 5.5107, 5.9413, 0.0145, 0.0166, -0.0065
Si, 9.6158, 5.498, 5.9803, 0.0161, 0.0038, -0.0023
Si, 11.6389, 8.8374, 5.9458, 0.0142, 0.0047, 0.0021
Si, 3.9372, 8.8204, 5.7725, 0.0131, 0.0124, 0.0037
Si, 7.7811, 8.8368, 5.9438, 0.0104, -0.0095, -0.0003
Si, 1.777, 12.1907, 5.925, -0.007, 0.0025, -0.0007
Si, 5.7081, 12.1635, 6.2556, -0.0113, 0.0324, 0.007
Si, 9.5791, 12.1434, 5.8681, 0.0044, 0.0031, 0.0012
Si, 1.6337, 1.0177, 6.7085, 0.0175, -0.0114, 0.0201
Si, 5.6546, 1.0531, 6.9851, 0.0058, -0.0401, 0.0137
Si, 9.6345, 0.9709, 6.5979, 0.0061, 0.0023, 0.0019
Si, 11.5488, 4.3714, 6.7004, 0.0288, -0.0386, 0.007
Si, 3.8491, 4.3434, 6.5611, -0.0267, -0.0062, 0.0063
Si, 7.7029, 4.2293, 6.6022, -0.0216, -0.0353, -0.0196
Si, 2.0348, 7.6818, 6.5226, -0.001, -0.026, -0.0073
Si, 5.8523, 7.7663, 6.7646, -0.0228, 0.003, 0.0048
Si, 9.7329, 7.7358, 6.7619, -0.0158, 0.0212, 0.0059
Si, 11.4448, 11.0361, 6.8009, -0.008, -0.0164, 0.0011
Si, 3.6476, 10.9719, 6.6666, 0.0179, -0.0194, 0.0023
Si, 7.741, 11.0124, 6.8466, -0.0056, -0.0123, 0.0027
O, 9.9462, 7.8871, 8.4249, 0.0034, -0.008, -0.0024
O, 9.9228, 0.8433, 8.2454, -0.0013, -0.0025, 0.0002
O, 1.0531, 0.9736, 8.2978, -0.0013, 0.0049, -0.015
O, 3.0741, 10.5834, 8.1793, -0.0025, 0.0056, -0.0028
O, 5.8862, 7.9073, 8.4384, 0.0147, -0.0024, -0.0033
O, 5.5688, 1.3114, 8.6651, -0.0004, 0.0144, -0.0042
O, 3.909, 4.2547, 8.2068, 0.002, -0.0052, -0.0076
O, 7.7029, 3.7881, 8.2218, 0.0043, 0.0158, -0.0088
O, -0.0675, 4.3717, 8.3767, -0.0146, 0.0128, -0.0013
O, 11.1385, 11.0133, 8.4557, -0.0007, 0.004, -0.0026
O, 8.0819, 10.7872, 8.4873, 0.0058, 0.0026, -0.0043
O, 2.362, 7.5926, 8.1308, -0.004, 0.0073, -0.0018
O, 11.4404, 0.1886, 21.2557, -0.0069, -0.006, 0.0051
O, 9.806, 3.6205, 21.4021, 0.0084, -0.0038, 0.0075
O, 4.1471, 7.5339, 21.5777, -0.0006, 0.0005, 0.0051
O, 5.9986, 4.1217, 21.41, 0.0013, -0.0026, 0.0056
O, 5.7429, 9.7552, 21.6387, 0.003, 0.0032, -0.0026
O, 2.0746, 3.3959, 21.2173, -0.0282, 0.0082, 0.0103
O, 7.3874, 13.4171, 21.5062, 0.0115, -0.0093, -0.0002
O, 3.9825, 0.1279, 21.3645, -0.0065, -0.0083, 0.0031
O, 7.7266, 6.8456, 21.506, 0.0054, -0.0142, 0.0042
O, 2.085, 10.1452, 21.5867, -0.0004, -0.0069, -0.0037
O, 11.5566, 6.9556, 21.3817, -0.0012, -0.0008, 0.0025
O, 10.1489, 9.6811, 21.5838, -0.0044, 0.0086, 0.0027
Si, 11.6784, 6.4731, 11.3329, 0.0083, -0.0019, -0.0032
Si, 1.5899, 10.3102, 16.2291, 0.0031, -0.0107, 0.011
Si, 0.229, 3.7454, 9.8535, 0.0016, 0.0047, 0.0008
Si, 8.0707, 12.8438, 20.1522, -0.0055, 0.0013, 0
Si, 2.8481, 10.4756, 9.7777, 0.0027, -0.0019, -0.0009
Si, 2.5363, 10.3715, 20.0463, -0.0046, -0.0011, 0.0027
Si, 10.3592, 3.676, 19.8721, 0.0074, 0.0025, -0.0016
Si, 0.2975, 12.8029, 17.1251, 0.0006, -0.0032, 0.0041
Si, 10.8486, 0.6733, 19.8014, 0.0068, 0.0007, -0.0026
Si, 3.3214, 7.7718, 16.2618, 0.0039, 0.0015, 0.0043
Si, 0.3327, 6.4653, 19.8758, -0.0007, -0.0025, -0.0012
Si, 9.3331, 2.366, 14.2521, -0.0043, -0.0045, 0.0034
Si, 2.8135, 2.5969, 10.9562, -0.007, 0.0112, 0.0016
Si, 5.1156, 11.9104, 15.3828, 0.0037, -0.0035, -0.0002
Si, 4.9341, 8.6764, 20.6974, -0.0002, 0.003, -0.0006
Si, 3.5994, -0.3443, 11.282, 0.0019, -0.0038, -0.0046
Si, 5.757, 8.839, 14.8342, 0.0036, 0.001, 0.0044
Si, -0.1479, 11.3826, 10.0252, 0.0014, -0.0033, 0.0049
Si, 9.4229, 9.962, 20.1507, -0.0004, -0.0025, -0.0024
Si, 3.3807, 0.0399, 19.8495, 0.002, 0.0041, 0.0003
Si, 7.5345, 4.688, 9.5585, 0.002, -0.0048, 0.0123
Si, 2.3516, 12.289, 14.1532, -0.0007, -0.0042, 0.0011
Si, 6.1354, 0.6073, 10.0544, 0.0012, 0.0012, -0.0152
Si, 2.7333, 2.8911, 19.7915, 0.0016, 0.0039, 0.0044
Si, 5.7376, 4.1497, 13.6512, -0.0066, -0.0041, -0.0085
Si, 7.3256, 0.2431, 15.602, -0.0057, -0.009, 0.0012
Si, 9.575, 11.6454, 15.1793, -0.007, -0.0024, 0.0082
Si, 2.1041, 6.5285, 13.5937, -0.0047, -0.0008, -0.0021
Si, 2.711, 3.4683, 13.9429, -0.0036, 0.0029, -0.0072
Si, 11.6887, 9.1377, 18.3728, 0.0016, -0.004, -0.0046
Si, 11.2608, 0.9289, 9.1888, -0.0075, 0.0052, 0.0007
Si, 9.1993, 7.3403, 9.7712, -0.0063, -0.0025, -0.0029
B, 8.4612, 9.4157, 14.4298, -0.0125, -0.0052, -0.0114
Si, 4.9304, 7.0291, 12.4393, 0.0062, 0.0125, 0.0092
Si, 3.0022, 5.6105, 18.7457, 0.0038, -0.0055, 0.001
Si, 2.6059, 7.4432, 9.7122, 0.0021, -0.0022, 0.0054
Si, 6.3478, 8.4048, 9.9322, -0.0043, 0.0011, -0.0055
Si, 4.3822, 4.7522, 9.6581, -0.0038, 0.0013, 0.006
Si, 9.2824, 10.8862, 12.2701, -0.0039, -0.0034, -0.0009
Si, 5.8504, 13.092, 17.9576, -0.0033, 0.0005, -0.0017
Si, 7.9072, 4.7696, 18.3493, -0.0049, 0.0027, 0.0177
B, 7.918, 4.3848, 15.5068, -0.0058, 0.004, 0.0146
Si, 7.2626, 11.1471, 9.8691, -0.0095, 0.007, 0.0025
Si, 5.3554, 4.1243, 19.9086, -0.0054, -0.0055, 0.0044
Si, 0.7491, 1.4024, 15.0517, 0.0028, -0.002, 0.0013
Si, 7.5271, 7.4366, 20.0029, 0.0026, -0.0047, 0.0055
Si, 7.7232, 2.6554, 11.7643, -0.0024, -0.0059, 0.0023
O, 3.5383, 6.1171, 9.9899, 0.0005, 0.0004, -0.0015
O, 1.8916, 2.5676, 15.0236, -0.0014, 0.001, -0.0033
O, -0.274, 13.0178, 10.1775, 0.0017, 0.0036, -0.0013
O, 8.4228, 8.7584, 19.7723, 0.0015, 0.0046, 0.0008
O, 2.3366, 1.3035, 19.5632, 0.0014, -0.0057, -0.0013
O, 8.0649, 4.9176, 16.7523, -0.0032, -0.0093, -0.0263
O, 2.6756, 11.9682, 19.7143, -0.0011, -0.0018, -0.0016
O, 7.3841, 8.7293, 14.9585, -0.0076, 0.0062, 0.0036
O, 1.2391, 0.0867, 14.2037, -0.0004, -0.0012, -0.0022
O, 4.3246, 3.5286, 14.1986, -0.0038, -0.0008, -0.0015
O, 4.1899, 3.4718, 10.6939, -0.0025, 0.0051, 0.0033
O, 10.8811, 1.9217, 14.5305, -0.0028, 0.0012, -0.0008
O, 11.4976, 4.8644, 11.0057, -0.0011, 0.0006, 0.001
O, 10.8501, 12.1423, 16.0428, 0.004, 0.0087, -0.0029
O, 1.8042, 3.3661, 9.9487, 0.0104, -0.0115, -0.0146
O, 8.5055, 5.9516, 9.314, -0.0016, 0.0024, 0.008
O, 11.1592, 2.2723, 19.5507, -0.0037, -0.0032, -0.0011
O, 5.5569, 7.5083, 11.0211, -0.0029, -0.0001, 0.0078
O, 11.4078, 7.5641, 18.7633, 0.0009, 0.0019, 0.0007
O, 7.9672, 8.3085, 10.2075, 0.0077, -0.0104, 0.0035
O, 10.2285, 7.1811, 11.0341, -0.0049, 0.0018, -0.0011
O, 9.0262, 3.854, 14.8616, 0.0026, -0.007, -0.0071
O, 8.6945, 11.3774, 20.4017, -0.0035, 0.0016, -0.0042
O, 10.5493, 10.7, 11.2312, 0.0063, -0.0005, -0.0074
O, 8.3315, 12.3992, 15.9086, 0.0023, 0.0044, -0.0036
O, 4.3707, 2.829, 19.8926, -0.0065, 0.0002, -0.0016
O, 4.5383, 0.2329, 18.7236, -0.0037, -0.001, 0.0042
O, 10.4588, 10.0667, 18.9017, -0.0027, 0.0007, -0.0018
O, 6.5942, 0.7923, 16.9729, 0.0027, -0.0033, 0.0016
O, 0.6393, 6.7536, 12.8617, 0.0027, -0.0026, 0.0024
O, 1.142, 7.1685, 10.3383, -0.0013, -0.0022, 0.0004
O, 3.2898, 6.9046, 12.5223, 0.0016, -0.0022, 0.001
O, 3.9266, 9.5554, 19.7677, 0.0006, -0.0007, 0.0008
O, 6.6709, 4.4628, 14.9443, 0.0084, 0.0012, 0.0023
O, 0.6567, 0.9108, 16.6028, -0.0023, -0.0019, -0.0007
O, 1.5448, 11.7301, 17.0864, 0.0003, 0.0026, -0.0007
O, 5.3484, 8.2423, 13.4013, 0.0033, -0.0086, -0.002
O, 2.9838, 12.4157, 12.6527, -0.0024, -0.0006, 0.0026
O, 6.4521, 3.0201, 12.7223, 0.0054, -0.0006, -0.0048
O, 2.8554, 9.321, 16.6036, 0.003, 0.0016, -0.0037
O, 5.9871, 7.8998, 19.7293, -0.0021, 0.0013, 0.0012
O, 1.9554, 6.3812, 19.729, -0.0041, 0.002, 0
O, 1.4263, 9.6596, 19.1204, -0.001, 0.0019, -0.0007
O, 9.3054, 10.0397, 15.3282, 0.0089, 0.0042, 0.0032
O, 3.186, 8.9158, 10.2277, -0.0002, 0.0062, -0.0011
O, 8.6956, 9.5409, 13.0605, 0.0052, 0.0083, 0.0091
O, 2.3828, 7.3815, 14.9605, 0.0019, -0.0027, -0.004
O, 9.1026, 3.8, 18.8634, 0.0011, -0.0029, -0.0008
O, 4.9344, 7.9403, 15.9454, -0.0005, -0.0016, -0.0047
O, 7.3449, 1.4565, 10.7313, 0.0037, 0.0014, 0.0015
O, 7.9787, 6.2745, 18.9659, -0.0031, -0.0011, -0.0006
O, 5.971, 5.1014, 9.7095, 0.0083, -0.0025, 0.0019
O, 6.9355, -0.7837, 19.0405, 0.0056, 0.0016, 0.0014
O, 11.0681, 2.3083, 10.0704, -0.0007, -0.001, -0.002
O, 9.0442, 2.2843, 12.6472, -0.0007, -0.0012, -0.0001
O, 9.6432, 11.9244, 13.5289, -0.0011, -0.0022, 0.0004
O, 6.5204, 4.024, 18.7851, 0.008, 0.0007, -0.0031
O, 6.0874, 10.017, 10.0892, 0.0066, -0.004, 0.0061
O, 1.3392, 10.7932, 10.2987, -0.0062, 0.0008, 0.0019
O, 5.304, 10.4088, 14.7995, 0.0022, -0.0037, -0.0026
O, 1.6803, 10.8297, 14.6359, 0.0012, 0.004, -0.0044
O, 11.4246, 13.0509, 18.6585, -0.0025, 0.0015, 0.0023
O, 5.4194, 11.8432, 16.9901, 0.002, 0.0017, -0.0001
O, 8.0952, 11.3809, 11.2574, -0.001, -0.0018, -0.0039
O, 11.2968, 4.9877, 19.6167, -0.0007, -0.0004, 0.0036
O, 8.2021, 1.4198, 14.9511, 0.0079, 0.0036, -0.0034
O, 2.4318, 4.034, 18.6107, -0.0001, -0.0008, 0.0008
O, 3.7299, 11.7321, 10.3368, -0.0006, 0.0012, 0.0069
O, 9.2212, 0.5155, 19.7239, -0.003, -0.0043, 0.0021
O, 2.382, 2.7908, 12.5054, 0.0015, 0.0034, -0.0029
O, 3.6157, 12.4991, 15.1627, -0.0019, -0.0021, 0.0031
O, 8.1058, 3.9624, 10.8827, -0.0006, 0.002, -0.0006
O, 5.1007, 0.3184, 11.2999, -0.0003, -0.001, 0.0013
O, 4.443, 5.4424, 19.5153, -0.0024, -0.0032, -0.0022
O, 6.1405, 12.9888, 14.6616, 0.0015, -0.0003, 0.0005
O, 3.1477, 6.5655, 17.3923, -0.0005, 0.0028, -0.0026
O, 2.7585, 0.9665, 10.7133, 0, 0.0028, 0.006
O, 0.2972, 9.4041, 16.753, -0.0031, -0.0003, 0.006
O, 5.5291, 5.5605, 12.8441, 0.0005, -0.0033, 0.003
O, 2.1262, 4.9693, 14.0268, 0.0061, -0.0094, 0.0021
O, 6.6174, 12.5739, 9.4863, -0.0019, -0.0076, -0.0009

Results
free energy: -164916.391 eV
free energy less fixed offsets of B -154.04, O -568.88, Si -635.61 eV per atom: -0.261 eV

The program warned: the cutoff lies below the one the program advises for these potential files; the forces do not sum to zero within the program's tolerance; the exchange-correlation potential is rough where the density is thin.
